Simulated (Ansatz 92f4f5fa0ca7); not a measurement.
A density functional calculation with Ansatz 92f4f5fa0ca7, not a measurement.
Periodic cell of 235 atoms, Si134O101, from a study of silicon, its oxide and their interface. The atomic structure is a simulated model.

Settings: functional r2SCAN; potential files Ansatz norm-conserving; basis plane waves; wave-function cutoff 1300 eV; density cutoff ratio 4; exchange-correlation grid ratio 1; k mesh 2 x 2 x 1, shifted by 0.5 0.5 0.5 of a step; self-consistency stop 5e-08 eV per atom in the density residual; occupations Fermi-Dirac, 0.05 eV; spin none; net charge 0.

Cell vectors (angstrom)
a	11.5403	0	0
b	0	15.3871	0
c	1.6968	2.1918	23.7436

Atoms and the computed forces on them: element, x, y, z (angstrom), force x, y, z (eV/angstrom)
Si	-0.4233	0.9291	-0.6535	0.0752	0.2499	0.1824
Si	-0.8824	4.6887	1.9952	0.3538	0.0843	-0.7528
Si	-2.3286	9.0545	-0.1352	-0.1657	-0.2061	0.0513
Si	0.1973	12.2741	1.6793	0.8287	-0.0759	0.126
Si	4.5026	-0.8524	1.226	-0.5922	-0.2706	-0.2169
Si	4.0422	4.8161	-0.549	-0.0706	0.1021	-0.423
Si	4.9227	8.4833	2.0501	-0.2577	0.1453	-0.2548
Si	2.1726	11.7704	-0.709	0.2104	-0.1188	-0.4221
Si	6.9166	-2.0008	-1.9936	-0.023	-0.0003	-0.1427
Si	6.1203	2.9058	-1.2023	0.247	0.2299	-0.2122
Si	5.0913	8.8925	-0.3146	-0.2148	-0.045	-0.3026
Si	5.2773	12.3105	1.6608	-0.1474	-0.0806	-0.0022
Si	-0.9435	0.8539	1.6942	-0.1145	0.1118	0.0554
Si	-0.4826	4.0521	-1.131	0.0167	-0.1782	-0.162
Si	0.1259	8.5093	1.7432	0.2429	0.0367	-0.6376
Si	-1.5888	12.0525	0.2252	-0.608	0.0289	-0.3899
Si	6.3792	0.2167	0.187	0.5742	0.2483	-0.5313
Si	4.2543	4.3154	2.2062	-0.4184	0.1114	-0.4778
Si	1.9639	8.8302	-0.713	-0.0668	-0.2292	-0.123
Si	7.5369	12.5236	2.2808	0.2478	-0.033	-0.4672
Si	8.0812	0.8888	1.9154	0.0358	0.0907	-0.0605
Si	8.248	4.9001	2.3459	-0.3538	-0.2312	-0.1973
Si	7.2416	8.7079	2.316	0.4063	-0.0001	-0.4587
Si	5.3214	11.2699	-0.4381	0.1785	-0.0503	-0.1617
Si	-0.1491	2.7206	3.0908	-0.0017	-0.3332	-0.0183
Si	0.0788	6.5941	3.1169	-0.0732	0.2074	0.1065
Si	0.1387	10.4549	3.1292	-0.1022	-0.3542	0.2102
Si	-0.0058	14.3674	2.9701	-0.1487	0.2177	0.1313
Si	3.9357	2.4076	3.5634	0.0288	-0.323	0.0483
Si	4.0838	6.518	3.2173	-0.0128	0.165	0.187
Si	4.2698	10.5769	3.1398	-0.054	-0.0044	-0.2119
Si	3.9996	15.3379	3.3611	-0.0245	0.2144	0.2401
Si	7.7216	2.788	3.3718	0.0912	-0.1808	0.0304
Si	7.8536	6.805	3.5354	0.1651	0.1292	0.1509
Si	7.7719	10.5958	3.5423	0.0434	-0.0327	0.0121
Si	7.7852	14.5275	3.4675	0.0942	0.1299	0.1189
Si	-1.8609	2.7468	4.6728	-0.2791	0.0819	0.034
Si	-1.6864	6.7936	4.694	-0.1951	0.1169	0.1223
Si	-1.7293	10.4865	4.6026	-0.0277	-0.0559	-0.1135
Si	-1.7497	14.3962	4.6817	-0.1202	-0.0104	-0.1461
Si	1.8681	2.7756	4.5676	-0.0828	0.0882	-0.0815
Si	2.064	6.6768	4.4717	0.094	0.0877	-0.0214
Si	2.1623	10.5439	4.3739	0.1804	-0.0218	-0.0829
Si	1.966	14.6089	4.4348	0.0071	-0.1756	-0.0928
Si	5.8641	2.7091	4.8812	0.1575	0.2841	0.0485
Si	5.8707	6.6765	4.7559	-0.0777	-0.0077	0.2065
Si	5.87	10.6668	4.8615	0.0988	-0.0739	0.2079
Si	5.8332	14.6545	4.8072	0.0429	-0.2821	-0.1464
Si	-1.7785	0.9445	6.1578	0.1423	-0.1724	0.0208
Si	-1.7462	4.7497	5.8625	-0.0174	-0.0941	0.2534
Si	-1.8481	8.6703	6.0714	0.2358	-0.0199	0.1564
Si	-1.849	12.4049	5.882	0.1857	0.056	-0.0399
Si	1.9189	0.972	6.0859	0.0467	0.1029	0.0337
Si	2.0743	4.7548	5.8406	0.0516	-0.014	0.166
Si	2.1183	8.6476	5.8755	-0.0635	0.0383	0.0625
Si	2.0567	12.5281	5.6781	-0.0563	0.0176	-0.04
Si	5.9572	0.9208	6.4664	-0.1211	0.1223	0.1629
Si	5.9134	4.7314	6.0403	0.1161	0.0314	0.0564
Si	5.8314	8.6564	6.0983	-0.0034	0.0259	-0.0465
Si	5.858	12.6657	6.1221	-0.025	-0.0665	0.0695
Si	0.1126	1.023	7.5806	0.0334	0.0021	0.1766
Si	0.1756	4.6991	7.1982	-0.0703	0.3202	-0.423
Si	0.1557	8.7077	7.2415	-0.1553	0.1416	-0.2146
Si	0.1174	12.4915	7.0771	-0.1231	-0.2292	-0.2532
Si	3.8125	0.9895	7.6122	-0.0706	-0.0645	-0.0392
Si	3.9772	4.7862	7.3417	0.038	0.1611	-0.1884
Si	3.95	8.6406	7.4825	0.0823	0.0476	-0.1188
Si	3.8045	12.506	7.2662	0.1617	-0.0285	-0.1884
Si	8.0076	0.9012	7.7768	0.044	-0.0935	0.0037
Si	7.9096	4.7442	7.2534	-0.1	0.0542	-0.2319
Si	7.7191	8.6793	7.4833	-0.0407	0.085	-0.1244
Si	7.9134	12.5389	7.4141	-0.1379	-0.0056	-0.2254
Si	2.1427	4.1015	10.1004	-0.0746	-0.2628	0.5459
Si	1.9392	6.4922	9.7811	-0.2334	0.3512	-0.0466
Si	-0.0298	10.6389	8.5484	0.114	0.107	-0.0303
Si	-0.3013	14.2718	8.535	0.1521	0.0054	0.0666
Si	3.9553	3.0382	8.9154	-0.0857	0.0758	0.0196
Si	4.0571	6.6792	8.8227	-0.0352	-0.0697	-0.1996
Si	3.7754	10.6472	8.7577	-0.0606	0.1071	0.03
Si	3.4472	14.2716	8.7213	-0.2252	-0.1257	0.1264
Si	7.9915	3.0328	8.8624	0.0579	0.2949	-0.0561
Si	9.8315	6.4102	9.7729	0.0464	0.0276	-0.0117
Si	9.629	10.6151	10.0856	-0.0272	0.4034	-0.3927
Si	8.847	14.2232	8.8459	0.0268	-0.2167	-0.0602
Si	0.2334	3.1003	8.9196	0.122	0.0639	0.0645
Si	0.1371	6.6911	8.3682	0.0082	-0.1864	-0.2699
Si	1.7514	10.8046	10.0159	-0.0813	0.0538	-0.2006
Si	1.4543	13.4013	9.884	-0.1926	0.3419	0.4586
Si	6.015	3.4504	10.0634	0.2108	-0.9765	0.255
Si	6.0469	5.9192	10.1014	0.3066	0.8967	0.3918
Si	5.6633	11.3601	10.1038	-0.0537	-0.2683	0.417
Si	4.8544	13.7043	10.5121	-0.254	-0.0038	-0.01
Si	9.8715	3.9249	10.0677	0.0483	-0.2788	0.702
Si	7.8093	6.6186	8.6318	-0.0546	-0.1814	-0.006
Si	7.6377	10.6733	8.8357	-0.0639	-0.2102	-0.1761
Si	9.0622	12.9468	10.8986	0.0811	0.2244	0.3723
Si	2.59	13.7882	12.4684	-0.1433	-0.059	0.1823
Si	1.0794	8.4615	11.0689	0.5949	-0.1279	0.6602
Si	7.2529	7.5464	12.6521	0.0245	-0.1279	0.1103
Si	6.5106	7.3418	17.8071	0.2131	0.1456	0.0684
Si	11.7458	10.9913	14.7532	-0.0462	0.1925	0.43
Si	14.1959	4.6899	15.9704	0.0652	0.041	0.252
Si	9.9091	6.801	21.3061	0.1018	0.0053	-0.2102
Si	14.64	15.2096	16.64	-0.0251	0.0436	0.1455
Si	10.4734	3.2585	13.1646	-0.158	-0.0413	0.1561
Si	13.8906	9.1591	13.626	-0.0332	-0.0338	0.2891
Si	9.9965	8.4179	11.1042	-0.7178	-0.3213	0.2908
Si	5.9622	16.3334	12.0926	0.1249	-0.0874	0.325
Si	0.0338	0.8333	21.5533	0.1075	0.0936	-0.2609
Si	8.0106	1.2313	16.4735	0.009	0.1051	0.0029
Si	13.2245	1.3699	18.9888	-0.0491	-0.0477	-0.1131
Si	10.6547	0.7363	14.8794	0.076	-0.1731	0.295
Si	8.1845	6.7956	15.403	0.0498	0.0124	0.3492
Si	5.3934	10.0428	13.0906	0.0365	0.1478	0.2669
Si	4.5433	2.427	19.8046	-0.0649	0.0773	-0.2404
Si	10.4175	8.6741	16.3036	-0.0224	0.067	0.2788
Si	3.4946	1.0698	13.9322	-0.0187	-0.1032	0.3983
Si	3.748	7.8592	18.6465	-0.1163	0.247	0.0602
Si	2.4148	12.6955	15.1551	0.0347	0.122	0.3865
Si	7.3658	-1.3949	13.0896	0.1288	-0.0532	0.3853
Si	5.5698	12.4226	14.9227	-0.0242	-0.0274	0.3087
Si	6.9781	16.002	19.1048	0.0798	-0.0016	-0.0161
Si	7.9773	6.9264	24.8456	0.3107	-0.2696	-0.8682
Si	13.5657	3.6915	13.2531	0.071	-0.0711	-0.0039
Si	10.1981	13.4977	13.5886	0.1419	0.0543	0.2053
Si	4.663	5.0772	18.2438	0.053	-0.1411	0.0251
Si	0.2654	2.7101	16.7703	-0.0427	-0.0924	0.2692
Si	1.8439	7.7259	16.3766	-0.0487	0.0306	0.3122
Si	9.0853	8.4567	19.1115	0.0423	-0.037	-0.0842
Si	3.9686	16.8291	22.6089	-0.1286	0.1426	-0.3131
Si	3.3576	8.36	21.6234	-0.0291	0.0793	-0.1539
Si	6.0903	14.3851	16.9968	-0.0596	-0.1265	0.0224
Si	9.0728	3.9134	15.7122	-0.1715	-0.0325	0.2708
Si	9.1657	9.6647	21.7815	-0.1532	-0.0899	-0.2117
O	-1.9058	4.1209	-1.8836	-0.055	0.1228	0.1683
O	-0.5181	4.6363	0.3749	-0.248	-0.0417	0.506
O	7.8825	8.973	0.7979	0.1656	-0.0941	0.1294
O	-1.0991	8.3246	0.639	0.0699	0.12	0.25
O	8.5817	12.518	0.9737	-0.0674	0.0928	0.2392
O	6.9596	-1.033	-0.6974	-0.2058	0.0143	-0.0131
O	8.4737	5.6367	23.931	-0.409	0.0032	-0.1775
O	4.6461	3.5696	-1.4364	0.0492	0.1767	0.395
O	1.5239	8.6696	0.8514	-0.2665	-0.0288	0.2346
O	3.782	11.6313	-0.8956	-0.3119	0.1468	0.096
O	1.6457	12.0428	0.8177	-0.3871	0.1571	0.19
O	8.3942	-1.8484	-2.6607	-0.0004	0.0523	0.322
O	0.9531	0.102	-0.7904	0.058	-0.1993	-0.074
O	3.263	4.2965	0.8002	0.6445	0.0284	0.3864
O	1.5404	10.3375	-1.2287	0.1304	0.136	0.3457
O	3.8676	13.1231	11.7163	0.0873	0.2082	-0.0156
O	-1.563	0.1855	-1.5984	0.211	-0.2401	-0.0294
O	-0.0972	2.464	-1.1354	-0.2086	-0.0087	0.1042
O	2.2698	7.1729	21.8096	0.0273	0.0299	0.2113
O	10.4926	10.5066	22.2178	-0.054	0.143	0.4248
O	-1.1969	13.0411	-1.0004	-0.1172	-0.1321	0.1761
O	-1.8802	10.5777	-0.4199	0.1039	0.2129	0.1507
O	7.9168	2.7665	15.9164	0.3007	-0.0475	-0.0418
O	5.5507	1.4033	19.0405	0.078	-0.0042	0.1685
O	3.0668	5.6981	-1.465	0.0945	-0.1288	0.1994
O	5.9987	1.3114	-1.0085	0.0255	-0.2946	0.3991
O	1.2248	7.6122	-1.5092	0.1793	0.0818	0.0762
O	3.5625	8.6476	-0.8929	-0.0037	0.0186	0.0483
O	1.823	13.1172	-1.5697	0.1341	0.0566	0.2916
O	1.5285	3.6196	16.3865	0.081	0.077	-0.1954
O	6.7488	15.626	16.1189	0.1034	-0.0882	0.2439
O	4.735	2.1957	21.3925	-0.0981	-0.1602	0.0913
O	7.1475	3.3747	-2.3821	-0.2041	0.0373	0.3452
O	9.0032	9.707	20.155	0.0428	-0.2934	0.2364
O	6.1275	8.0554	-1.2764	-0.0695	0.1199	0.1683
O	8.6526	8.219	12.1254	0.3341	0.0709	-0.1137
O	6.4665	11.8986	-1.4749	-0.2509	0.1006	0.1495
O	6.3328	12.923	16.2904	-0.2111	0.2632	-0.2322
O	2.4401	4.0494	11.7367	-0.1436	-0.1449	-0.0685
O	3.7885	9.8495	13.3309	-0.0471	-0.0552	-0.0769
O	10.1895	13.567	11.9539	-0.2995	-0.1755	-0.0827
O	13.7227	14.0806	15.9417	0.1894	-0.1267	-0.2069
O	10.3883	3.4955	16.6024	-0.0305	-0.0541	-0.2792
O	4.966	1.3516	13.3249	0.0406	-0.1315	-0.3405
O	14.4033	4.5677	14.3527	-0.2275	-0.1555	-0.003
O	6.2632	17.7336	11.3317	-0.2669	0.2058	-0.2543
O	5.6445	10.6359	11.6059	0.0051	0.233	-0.1523
O	5.4226	15.1702	11.0608	-0.0357	-0.0022	0.0914
O	8.0655	1.3259	18.1058	-0.2805	-0.2283	-0.0681
O	2.0335	12.7574	13.576	0.0968	0.106	-0.0175
O	12.883	11.6289	15.762	-0.07	-0.0324	-0.5413
O	9.9725	3.4064	11.6485	0.0256	0.2296	-0.3767
O	6.4528	6.6657	11.5399	0.0229	-0.1124	-0.179
O	7.6264	13.067	11.7484	0.1534	0.1415	0.0881
O	4.4924	14.575	17.1498	0.1062	0.0677	-0.1703
O	6.1084	5.7718	17.9699	-0.2759	0.2048	0.0052
O	1.9659	8.1253	12.442	-0.12	0.2486	0.004
O	10.4101	1.6917	13.592	0.0538	0.124	0.0703
O	7.0868	7.5659	16.3174	0.1297	-0.1971	-0.116
O	3.6825	6.2375	18.8458	0.2079	0.0618	-0.1809
O	9.3464	0.5759	15.8338	0.0796	0.1852	-0.1856
O	11.0759	14.6682	14.3008	-0.2683	0.038	-0.1632
O	0.5014	2.2727	18.3175	0.1997	-0.1017	-0.1475
O	4.9137	3.9343	19.3524	-0.1021	-0.1065	-0.0648
O	2.5705	8.3681	17.6698	0.1065	-0.2782	-0.1603
O	9.4024	8.0907	22.1839	0.0087	0.0158	-0.181
O	13.936	2.1467	13.4903	0.0433	0.0853	-0.0276
O	0.2789	1.3796	15.8199	-0.227	0.1685	-0.1882
O	9.4676	4.0612	14.1474	0.1319	-0.1649	-0.0211
O	7.5381	15.9994	20.61	0.0239	-0.0433	0.0879
O	10.7135	10.0895	15.6005	0.2193	-0.1234	-0.1959
O	11.9583	3.8739	13.4157	0.0917	-0.1022	-0.1462
O	6.2199	8.6644	13.2072	0.063	-0.0579	-0.224
O	13.9861	8.415	15.0537	-0.0675	0.1166	-0.2212
O	3.0177	15.0757	13.2932	0.085	0.0134	-0.0131
O	1.4522	14.1493	11.3797	0.3489	-0.3163	-0.1251
O	10.7932	12.0814	14.0465	0.0921	-0.0078	-0.0631
O	5.9679	13.5503	13.8014	0.1657	-0.0124	-0.1246
O	9.6818	8.971	17.711	-0.0061	-0.1639	-0.0699
O	8.6409	13.6796	14.0581	-0.0681	0.1017	-0.2663
O	5.1884	8.2599	18.0047	-0.1072	-0.3802	0.0662
O	4.0099	4.4624	16.8654	-0.1758	0.1821	-0.0214
O	13.6465	6.1521	16.3105	0.1187	-0.0683	-0.1357
O	10.0528	7.3032	19.7579	-0.3202	0.1469	0.2976
O	5.9874	10.9858	14.3055	-0.19	-0.0168	-0.3976
O	3.4839	0.9868	15.5625	-0.039	-0.1474	-0.347
O	11.8037	7.9104	16.5647	0.067	0.1023	-0.1802
O	6.7325	14.4884	18.4977	-0.051	0.3994	-0.1715
O	1.0308	0.6599	20.2829	-0.1313	0.1548	0.2278
O	3.556	8.6154	20.0469	0.0629	-0.2182	0.1014
O	7.6114	6.5759	13.912	0.0738	0.1939	-0.1585
O	3.9871	12.3229	15.2679	-0.0045	0.0739	-0.2081
O	13.7694	0.309	17.9009	0.0541	0.1912	0.0442
O	5.3581	5.6579	-0.0009	0.0977	-0.3768	0.3175
O	7.6147	7.8021	18.9005	0.0353	-0.0208	-0.1701
O	2.9765	2.2427	19.4203	0.1094	-0.0868	0.1054
O	3.2111	-0.7669	0.1743	0.4612	-0.072	0.2934
O	8.5176	5.3718	16.1336	0.0405	0.1215	-0.2775
O	12.5857	10.146	13.6513	0.1524	-0.0927	0.0642
O	9.5088	7.7365	15.3521	-0.1751	-0.113	-0.0369
O	7.2842	15.5921	12.7458	-0.266	-0.0585	-0.1679

Results
free energy: -62654.181 eV
free energy less fixed offsets of O -463.61, Si -117.95 eV per atom: -24.271 eV
pressure: -2.26 GPa
stress xx, yy, zz, yz, xz, xy (GPa, positive in tension): 2.64, 2.78, 1.36, 0, -0.18, 0.28
